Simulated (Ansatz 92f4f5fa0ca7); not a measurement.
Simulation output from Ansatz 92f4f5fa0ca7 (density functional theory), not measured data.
Periodic cell of 243 atoms, Si148O89H6, from a study of silicon, its oxide and their interface. The atomic structure is a simulated model.
Doubt: the cutoff is far below the 930 eV that the study's wrapper takes by default for these files, so forces and energies are approximate.
This geometry differs little from another in the collection (a relaxation step or a small displacement).

Settings: functional PBE; potential files Ansatz PAW; basis plane waves; wave-function cutoff 580 eV; density cutoff ratio 5; exchange-correlation grid ratio 1; k mesh 1 x 1 x 1, Gamma-centred; self-consistency stop 5e-08 eV per atom in the density residual; occupations fixed; spin none; net charge 0.

Cell vectors (angstrom)
a, 11.6015, 0, 0
b, 0, 10.938, 0
c, 0, 0, 33.1095

Atoms and the computed forces on them: element, x, y, z (angstrom), force x, y, z (eV/angstrom)
Si, -0.0934, 0.0142, 24.6969, 0.0286, 0.1488, -0.0203
Si, 3.8085, 0.1604, 24.2873, -0.0928, 0.0028, 0.0285
Si, 7.8501, -0.0645, 24.4931, -0.2219, 0.1043, -0.0599
Si, 1.7192, 1.4456, 24.2469, 0.0635, -0.0056, -0.0067
Si, 5.8595, 1.3317, 24.3125, 0.1015, -0.0421, 0.0332
Si, 9.6213, 1.3832, 24.8978, 0.0299, -0.1616, -0.0801
Si, 0.2529, 5.6439, 24.381, 0.0417, 0.0658, -0.0058
Si, 3.9849, 5.5117, 24.3894, 0.0152, 0.0027, 0.0112
Si, 8.0192, 5.4274, 24.4183, -0.0247, 0.0418, 0.0018
Si, 2.1565, 7.0181, 24.3381, 0.0063, -0.0303, 0.0803
Si, 5.9987, 6.7264, 24.3337, 0.0173, -0.0428, 0.0233
Si, 9.8361, 6.8894, 24.4764, 0.0089, -0.0376, -0.0295
Si, 1.9591, 2.7611, 26.2584, -0.018, -0.0695, -0.0492
Si, 5.873, 2.7111, 26.2917, -0.0498, -0.0775, -0.0536
Si, 9.7463, 2.9088, 26.5825, -0.0628, -0.0198, 0.0129
Si, 0.1, 4.2094, 26.3269, 0.0391, 0.072, -0.0183
Si, 3.9233, 4.0895, 26.2938, 0.0225, 0.0516, 0.0111
Si, 7.7705, 4.129, 26.3831, 0.0263, 0.0611, -0.0189
Si, 2.054, 8.2814, 26.3411, 0.0113, -0.0622, -0.0427
Si, 5.8396, 8.159, 26.2733, -0.082, -0.0576, -0.0322
Si, 9.7595, 8.2068, 26.4329, -0.0172, -0.0652, 0.0069
Si, 0.0868, 9.5424, 26.5175, 0.0083, 0.0482, 0.004
Si, 3.9399, 9.6713, 26.2633, 0.0537, 0.0545, -0.0232
Si, 7.7641, 9.4804, 26.3787, 0.0642, 0.0806, 0.001
Si, 0.0672, 0.0478, 28.347, -0.0043, -0.0613, 0.0033
Si, 3.9217, 0.0188, 28.2558, 0.0104, -0.0752, 0.0164
Si, 7.7631, 0.0026, 28.2615, 0.012, -0.0656, 0.0211
Si, 1.9907, 1.3957, 28.2344, 0.0256, 0.0752, 0.0073
Si, 5.843, 1.3801, 28.2592, -0.0042, 0.0585, 0.0162
Si, 9.7131, 1.3511, 28.3387, -0.0093, 0.0383, -0.0045
Si, 0.0632, 5.5136, 28.2886, -0.0177, -0.0513, 0.0034
Si, 3.8959, 5.4386, 28.2607, -0.0102, -0.0549, -0.0433
Si, 7.7196, 5.5087, 28.2895, -0.018, -0.0515, 0.0146
Si, 2.0053, 6.8504, 28.2513, 0.0017, 0.0507, 0.0318
Si, 5.7817, 6.8528, 28.2579, 0.0254, 0.045, 0.0264
Si, 9.6912, 6.8035, 28.3096, 0.0046, 0.0628, 0.0142
Si, 1.9336, 2.7345, 30.2102, 0.1103, 0.0522, -0.1518
Si, 5.8008, 2.7345, 30.2102, 0.0689, 0.0026, -0.0732
Si, 9.6679, 2.7345, 30.2102, -0.0291, 0.0685, 0.3458
Si, 0, 4.1018, 30.2102, 0.124, 0.0288, -0.1235
Si, 3.8672, 4.1018, 30.2102, -0.0018, -0.0516, 0.011
Si, 7.7343, 4.1018, 30.2102, -0.0765, 0.052, -0.0508
Si, 1.9336, 8.2035, 30.2102, 0.1159, 0.0481, -0.1256
Si, 5.8008, 8.2035, 30.2102, -0.0783, 0.0499, -0.1041
Si, 9.6679, 8.2035, 30.2102, -0.0005, 0.037, 0.0428
Si, 0, 9.5708, 30.2102, 0.0951, -0.0094, 0.2726
Si, 3.8672, 9.5708, 30.2102, 0.0351, 0.0885, -0.102
Si, 7.7343, 9.5708, 30.2102, 0.0155, -0.0019, -0.0724
Si, 0, 0, 32.1438, -0.0019, -0.0368, 0.0455
Si, 3.8672, 0, 32.1438, -0.0073, 0.0903, -0.0274
Si, 7.7343, 0, 32.1438, -0.0087, 0.1075, 0.0234
Si, 1.9336, 1.3673, 32.1438, -0.0055, -0.097, -0.0219
Si, 5.8008, 1.3673, 32.1438, -0.0134, -0.002, -0.043
Si, 9.6679, 1.3673, 32.1438, 0.0089, 0.0186, 0.085
Si, 0, 5.469, 32.1438, -0.0139, 0.0296, -0.0046
Si, 3.8672, 5.469, 32.1438, 0.0206, 0.0411, -0.0324
Si, 7.7343, 5.469, 32.1438, 0.0072, 0.0149, -0.0213
Si, 1.9336, 6.8362, 32.1438, 0.0036, -0.0885, -0.0051
Si, 5.8008, 6.8362, 32.1438, -0.0039, -0.044, -0.0173
Si, 9.6679, 6.8362, 32.1438, 0.0024, -0.0261, 0.0421
Si, 1.9336, 2.7345, 0.9679, -0.0199, 0.0055, -0.0166
Si, 5.8008, 2.7345, 0.9679, 0.0043, -0.0602, -0.1691
Si, 9.6679, 2.7345, 0.9679, -0.075, -0.1171, 0.1947
Si, 0, 4.1018, 0.9679, -0.0276, -0.1116, -0.1097
Si, 3.8672, 4.1018, 0.9679, -0.0814, -0.0225, 0.0153
Si, 7.7343, 4.1018, 0.9679, 0.0243, -0.0462, -0.0697
Si, 1.9336, 8.2035, 0.9679, -0.0768, 0.0197, 0.0656
Si, 5.8008, 8.2035, 0.9679, -0.0174, 0.0126, 0.0154
Si, 9.6679, 8.2035, 0.9679, -0.0093, -0.0243, 0.0851
Si, 0, 9.5708, 0.9679, -0.0599, 0.0122, -0.0029
Si, 3.8672, 9.5708, 0.9679, -0.0596, -0.0401, 0.0842
Si, 7.7343, 9.5708, 0.9679, 0.0061, -0.0217, 0.2565
Si, -0.0386, -0.0031, 2.9, -0.0077, -0.0786, 0.0086
Si, 3.819, -0.0055, 2.9177, 0.0146, -0.0604, -0.0199
Si, 7.7032, -0.0266, 2.9593, -0.0005, -0.0839, -0.0254
Si, 1.8854, 1.3553, 2.8975, -0.0242, 0.0701, -0.008
Si, 5.7681, 1.3259, 2.8567, -0.0149, 0.0716, 0.0084
Si, 9.6266, 1.3572, 2.9339, 0.0243, 0.0579, -0.0312
Si, -0.046, 5.4544, 2.8854, 0.0199, -0.0478, 0.044
Si, 3.8162, 5.4866, 2.8892, 0.0354, -0.0616, -0.0382
Si, 7.7041, 5.4637, 2.8886, -0.0007, -0.0901, 0.0319
Si, 1.8773, 6.8234, 2.9052, -0.0073, 0.0646, -0.0036
Si, 5.7691, 6.8115, 2.8865, -0.0085, 0.0966, 0.0276
Si, 9.6421, 6.8164, 2.9059, -0.0552, 0.038, -0.0757
Si, 1.8524, 2.7321, 4.8251, 0.034, -0.074, 0.0253
Si, 5.7039, 2.7355, 4.7248, 0.0849, -0.0883, -0.0012
Si, 9.5781, 2.7082, 4.8919, -0.015, -0.0797, 0.0427
Si, -0.0883, 4.1181, 4.8358, -0.0137, 0.0604, -0.0073
Si, 3.7794, 4.0808, 4.7805, -0.0673, 0.0609, 0.0401
Si, 7.6709, 4.0896, 4.8106, -0.0362, 0.092, 0.0023
Si, 1.8737, 8.1699, 4.8586, -0.077, -0.0619, 0.0117
Si, 5.7326, 8.1388, 4.8398, 0.0417, -0.094, -0.0353
Si, 9.6504, 8.187, 4.8309, 0.1236, -0.0598, 0.0658
Si, -0.0472, 9.5813, 4.8394, 0.0422, 0.0709, -0.0004
Si, 3.8091, 9.495, 4.8176, 0.0974, 0.1062, 0.0486
Si, 7.7087, 9.4684, 4.8925, -0.1616, 0.1111, 0.0071
Si, -0.1136, 0.0582, 6.7552, -0.016, 0.0279, -0.035
Si, 3.7435, -0.1762, 6.8157, -0.0178, 0.0795, -0.035
Si, 7.5315, -0.1525, 6.8676, 0.1842, 0.0478, 0.0359
Si, 1.8851, 1.2928, 6.7264, 0.0405, -0.056, -0.0261
Si, 5.7074, 1.203, 6.5169, -0.1676, -0.0039, -0.0881
Si, 9.5165, 1.3815, 6.9224, -0.0445, -0.091, 0.0015
Si, -0.1125, 5.5535, 6.7617, -0.0344, 0.0783, 0.0049
Si, 3.7556, 5.3262, 6.787, 0.0071, 0.0838, 0.0131
Si, 7.6637, 5.5168, 6.7064, 0.0251, 0.0304, 0.0323
Si, 1.8925, 6.8172, 6.8416, 0.0457, -0.0845, -0.0243
Si, 5.6723, 6.7302, 6.7492, 0.0073, -0.0205, -0.0049
Si, 9.569, 6.9749, 6.8602, -0.0386, -0.1274, -0.014
H, 7.6145, 4.5783, 7.8601, 0.0032, 0.0317, -0.0278
H, 5.6853, 7.6188, 7.9547, 0.0087, -0.029, -0.0195
H, 11.6087, 10.0882, 7.9319, -0.0035, -0.0056, 0.0193
O, 6.0865, 2.2078, 7.7891, -0.0004, -0.0307, 0.014
O, 1.9522, 7.7776, 8.2194, -0.001, 0.0356, 0.0252
O, 9.4934, 8.0825, 8.1437, 0.0006, 0.0428, 0.0363
O, 11.4705, 4.4075, 7.9757, 0.0199, -0.0166, -0.0139
O, 6.9094, 10.0548, 8.2957, -0.0334, -0.0377, 0.005
O, 3.6966, 9.8092, 8.2174, -0.0124, -0.0622, 0.0451
O, 2.0073, 2.181, 8.1311, 0.0177, 0.0384, 0.0169
O, 3.7385, 4.2527, 8.0708, -0.0018, -0.0538, 0.0072
O, 9.5916, 2.4601, 8.2181, 0.0335, 0.0879, 0.0352
H, 3.8417, 4.6383, 23.1786, -0.0023, 0.0132, -0.005
H, 3.8938, 10.162, 23.1247, 0.0046, -0.0036, -0.0215
H, 5.9866, 7.6306, 23.1359, -0.0018, 0.0046, -0.0175
O, 2.2491, 7.899, 22.9091, -0.0001, 0.0376, -0.0684
O, 9.6752, 7.8105, 23.0941, -0.0114, 0.0102, 0.0274
O, 11.1476, 10.0179, 23.3659, -0.0318, -0.0207, 0.0194
O, 8.4535, 4.5193, 23.0754, 0.0052, -0.0217, 0.0084
O, 9.587, 2.1217, 23.4218, 0.0267, -0.04, 0.1196
O, 8.4167, 10.1541, 23.0616, 0.0921, -0.0187, 0.0295
O, 5.9171, 2.3556, 22.9981, -0.0102, 0.0174, -0.0159
O, 1.2083, 2.3034, 22.8811, -0.0286, 0.0384, -0.0188
O, 12.1831, 4.858, 22.9465, -0.0132, -0.0183, -0.0052
Si, 10.3869, 3.6893, 8.9577, -0.0354, -0.0256, -0.0414
Si, 7.9475, 4.5571, 13.1743, 0.002, 0.0161, -0.0105
Si, 6.183, 4.7476, 10.924, -0.0116, 0.0301, 0.0263
Si, 1.5168, 11.3382, 15.6091, 0.0026, 0.001, 0.0023
Si, 6.3586, 8.9031, 15.4956, 0.0083, -0.0065, 0.0044
Si, 0.6467, 9.3353, 11.1454, -0.0016, -0.0031, 0.0092
Si, 6.8491, -1.4827, 18.395, 0.0051, 0, 0.0179
Si, -0.8726, 3.5337, 16.9759, -0.0018, 0.0041, 0.0191
Si, 4.3851, 7.5172, 19.2007, 0.0233, -0.0042, -0.0054
Si, 6.3878, 2.8335, 21.5157, -0.019, 0.0054, 0.016
Si, 1.2737, 2.7599, 19.2299, 0.0121, -0.0007, 0.0056
Si, 9.1312, 3.2173, 22.3454, -0.0092, 0.0285, -0.0225
Si, 9.6384, 8.5942, 9.701, 0.0014, 0.0021, -0.0133
Si, 3.7483, 9.3928, 14.6377, -0.0144, -0.0014, -0.0135
Si, 10.0659, 2.7347, 14.2418, -0.0129, 0.0057, -0.0147
Si, 16.8253, 0.9319, 19.2428, -0.001, 0.0016, -0.0084
Si, 1.2055, 6.484, 12.4436, 0.0114, 0.021, -0.0012
Si, 0.4902, 14.4637, 22.0218, 0.0239, -0.0419, 0.0097
Si, 2.1257, 8.347, 21.3467, -0.0154, -0.01, 0.0007
Si, 3.4272, 2.3757, 17.2672, -0.0064, -0.0056, 0.0066
Si, 12.3988, 9.3369, 17.6354, -0.0037, 0.0072, 0.0066
Si, 5.7663, 8.9501, 12.5782, -0.0087, -0.0144, -0.0128
Si, 2.6627, 7.3042, 16.5207, -0.0007, 0.0225, 0.0027
Si, -2.7782, 5.8094, 10.6868, -0.002, 0.0026, 0.0243
Si, 3.4527, 15.5823, 15.3462, -0.001, -0.0145, -0.011
Si, 0.6548, 4.7446, 14.6738, 0.001, 0.019, -0.0162
Si, 7.8935, 4.9175, 17.6613, 0.0014, 0.016, -0.0084
Si, 6.2718, 16.7272, 15.2397, 0.0262, -0.005, -0.0029
Si, 0.2806, 12.0804, 12.8694, 0.0158, -0.0216, -0.0151
Si, 0.8987, 3.6049, 11.089, -0.0138, -0.0019, 0.0337
Si, 5.8464, 2.1521, 9.3851, 0.0296, 0.0431, 0.0454
Si, 13.9586, -0.1348, 19.8284, -0.0008, 0.0197, -0.0293
Si, 6.3485, 5.3469, 20.074, -0.0048, 0.0154, -0.0214
Si, 4.1569, 6.801, 11.335, -0.0106, -0.0088, 0.0265
Si, 7.0957, 10.3271, 9.9288, 0.0047, -0.0132, -0.0014
Si, 14.6686, 3.0736, 8.9896, -0.0106, 0.009, -0.0381
Si, 2.905, 8.7239, 9.165, 0.0018, 0.0063, -0.0266
Si, 8.4344, 7.2365, 19.3738, 0.0109, 0.0047, -0.0127
Si, 9.82, 9.3812, 22.6638, -0.0164, 0.0063, 0.0017
Si, -0.6599, 8.3573, 20.0983, -0.0109, -0.0074, -0.0404
O, -1.0798, 3.4478, 21.5335, -0.0332, -0.006, 0.0115
O, 7.4163, 6.5378, 20.4593, 0.0019, -0.0048, 0.0125
O, 3.9175, 7.7423, 10.012, 0.0091, -0.0044, -0.0103
O, 3.96, 11.0605, 19.8775, -0.0054, -0.0056, 0.0116
O, 0.4328, 10.6273, 12.1344, -0.0022, 0.0255, -0.0046
O, 5.5872, -2.3662, 18.9253, -0.0107, -0.0024, 0.0047
O, 0.7411, 7.7552, 20.6965, -0.0141, -0.0023, 0.0099
O, 12.055, 10.4636, 16.496, -0.0001, 0.0005, 0.0008
O, 5.6244, 12.957, 20.3592, -0.0064, -0.0159, -0.0172
O, 2.0029, 9.9846, 21.2023, 0.005, 0.0069, 0.0135
O, 2.681, 16.6373, 16.3266, -0.0051, -0.0001, 0.0082
O, 10.1747, 9.4242, 21.0747, 0.0196, -0.0142, -0.0218
O, 0.6801, 5.1514, 11.6292, 0.0001, -0.0095, -0.0276
O, 3.585, 18.4918, 17.8118, -0.0106, 0.0013, -0.019
O, 2.0735, -1.0691, 18.5149, -0.0014, -0.0098, -0.001
O, 6.7016, 11.9058, 10.126, -0.016, 0.023, -0.0146
O, -1.3087, 12.4531, 13.1583, 0.0021, 0.0063, 0.0099
O, 8.241, 6.4986, 17.9253, -0.004, -0.0148, -0.0024
O, 4.7238, 12.5437, 17.8527, -0.0087, 0.004, -0.0058
O, 1.4231, 12.1345, 19.715, 0.0039, -0.0049, 0.0169
O, 7.2246, 9.4314, 16.778, -0.0045, -0.002, -0.0336
O, 1.0989, 2.3259, 12.0912, -0.0054, -0.0118, -0.0034
O, -3.6018, 2.6279, 21.3315, 0.0184, -0.0057, 0.0055
O, 9.3045, 4.1417, 17.4819, 0.0115, -0.0076, 0.0011
O, 9.0892, 5.1166, 12.1426, -0.0115, -0.0042, -0.0126
O, 0.7379, 6.2511, 14.0089, -0.0074, -0.0186, 0.0175
O, 3.4395, 7.8641, 20.4907, 0.0032, 0.0007, 0.0165
O, 11.5565, 2.9311, 18.2566, -0.0181, 0.0051, -0.0118
O, 12.1988, 7.9298, 11.9884, 0.0074, -0.0125, -0.011
O, 11.1547, 3.8891, 13.83, 0.0061, 0.0031, 0.0045
O, 6.6061, 4.0929, 12.3646, 0.0122, 0.0023, -0.0144
O, 4.9965, 6.0273, 19.4753, -0.0048, 0.003, 0.0111
O, 12.8025, -2.9975, 16.8785, 0.0085, -0.0083, -0.0024
O, 6.5341, 10.9713, 18.8888, -0.0051, -0.0025, 0.005
O, 7.2058, 5.955, 10.4939, -0.0087, -0.0306, -0.0212
O, 6.4251, 14.5081, 9.8651, -0.0139, -0.0455, -0.0384
O, 4.0281, 3.3767, 16.1622, 0.0039, 0.0055, -0.0073
O, 8.6311, 9.8113, 10.1347, 0.0008, 0.0109, -0.0116
O, 2.8231, 6.6179, 12.2457, -0.0078, -0.0062, -0.0166
O, 2.6315, 3.1981, 18.4337, 0.0035, 0.0011, 0.0023
O, 2.3263, 12.3159, 16.6095, -0.0029, -0.0025, -0.0069
O, 0.8317, 12.1452, 14.4033, -0.004, -0.0059, 0.0052
O, 6.1015, 18.2527, 15.7615, -0.0062, 0.0054, 0
O, 4.9745, 9.7654, 15.6473, -0.0021, -0.0032, 0.0043
O, 11.1573, 9.0975, 18.65, 0.0044, 0.0023, 0.011
O, 3.2154, 7.9189, 15.1037, 0.0093, 0.0207, -0.0029
O, 5.3943, -3.5453, 12.2379, 0.0103, 0.0111, 0.0054
O, 1.2505, 3.6752, 20.5819, 0.0052, 0.0023, -0.0019
O, 6.8036, 9.0678, 13.885, 0.0092, 0.0085, 0.0138
O, 4.3117, 9.5385, 13.1029, -0.0056, 0.0019, 0.0115
O, 4.6646, 5.3137, 10.8842, 0.0227, -0.0069, -0.0207
O, -1.6341, 7.0659, 19.8835, 0.0059, 0.0089, 0.0169
O, 9.3947, 15.8094, 9.4896, -0.0142, 0.029, -0.0059
O, 6.8411, 4.8159, 16.4232, -0.0123, -0.0001, -0.0068
O, 4.8103, 16.213, 14.6773, -0.0067, 0.0014, -0.0019
O, 4.2263, 2.0892, 9.635, 0.034, 0.007, -0.0337
O, 2.2468, 3.748, 10.204, -0.0008, 0.0029, -0.0137
O, 8.1388, 8.8292, 19.1696, -0.0114, -0.0004, 0.0066
O, 7.0762, 4.3684, 18.9698, 0.0081, -0.0059, 0.0008
O, 2.033, 9.5199, 10.3002, -0.0154, 0.0105, -0.0104
O, -3.0482, 3.3178, 14.0345, 0.0064, -0.0099, 0.0028
O, 5.9821, 4.4186, 21.3584, -0.0028, 0.0037, 0.0162
O, 6.2658, 9.6163, 11.1707, -0.0022, 0.0041, -0.0052
O, 13.7884, 4.137, 14.4211, 0.0061, 0.0027, 0.0042
O, 11.0903, 9.2392, 10.0106, 0.0202, 0.0121, -0.019
O, 7.4515, 16.7275, 14.1163, -0.0076, -0.0076, 0.0012
O, 0.0869, 4.6589, 16.2229, 0.0038, 0.0017, -0.0094
O, 10.3086, 2.4037, 15.8412, -0.0019, -0.01, -0.0005
O, 2.5364, 10.4003, 14.797, 0.0032, 0.0001, -0.0112
O, 11.1912, 3.1206, 10.2406, 0.033, -0.0029, 0.0136
O, 9.45, 7.2992, 10.6723, -0.0015, -0.0297, -0.0153

Results
free energy: -144793.917 eV
free energy less fixed offsets of H -15.97, O -568.88, Si -635.61 eV per atom: 2.503 eV

The program warned: the cutoff lies below the one the program advises for these potential files; the forces do not sum to zero within the program's tolerance; the exchange-correlation potential is rough where the density is thin.
